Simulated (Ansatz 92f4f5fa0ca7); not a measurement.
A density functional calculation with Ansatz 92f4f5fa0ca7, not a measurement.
Periodic cell of 226 atoms, Si132O92As2, from a study of silicon, its oxide and their interface. The atomic structure is a simulated model.

Settings
functional: PBE
potential files: Ansatz PAW
basis: plane waves
wave-function cutoff: 700 eV
density cutoff ratio: 5
exchange-correlation grid ratio: 1
k mesh: 2 x 2 x 1, shifted by 0.5 0.5 0.5 of a step
self-consistency stop: 5e-08 eV per atom in the density residual
occupations: fixed
spin: none
net charge: 0

Cell vectors (angstrom)
a	10.938	0	0
b	0	10.938	0
c	0	0	31.9494

Atoms: element, x, y, z (angstrom)
Si	10.642	0.0018	24.4349
Si	5.0927	0.1252	24.6789
Si	2.8428	2.2929	24.5507
Si	8.5866	2.4348	24.5865
Si	10.7252	5.5871	24.3464
Si	5.174	5.6135	24.4636
Si	3.0082	7.954	24.4287
Si	8.4358	7.8282	24.4345
Si	1.3078	1.1322	25.8531
Si	6.8279	1.328	25.7562
Si	4.0019	4.0118	25.7469
Si	9.7031	4.0262	25.8651
Si	1.3519	6.7928	25.6808
Si	6.8189	6.721	25.7635
Si	4.0173	9.47	25.9723
Si	9.4949	9.4421	25.8141
Si	2.6463	-0.1343	27.3016
Si	8.1497	-0.0692	27.1583
Si	0.0887	2.6556	27.219
Si	5.4622	2.7195	27.1266
Si	2.6771	5.4153	27.1203
Si	8.201	5.366	27.1469
Si	0.0183	8.1474	27.1377
Si	5.5237	8.1401	27.1908
Si	4.0915	1.3299	28.5094
Si	9.5483	1.3265	28.5101
Si	1.3935	4.0676	28.5726
Si	6.8162	4.0604	28.5375
Si	4.0891	6.7805	28.4948
Si	9.5621	6.782	28.4914
Si	1.2954	9.4765	28.6279
Si	6.8321	9.5328	28.5737
Si	-0.0253	-0.0057	29.9174
Si	5.4661	-0.0074	29.9016
Si	2.7659	2.7138	29.9096
Si	8.2034	2.7159	29.8922
Si	-0.0003	5.4541	29.8947
Si	5.4647	5.4556	29.8929
Si	2.7535	8.1627	29.9088
Si	8.2298	8.1756	29.8954
Si	1.3673	1.3673	31.2657
Si	6.8362	1.3673	31.2657
Si	4.1018	4.1018	31.2657
Si	9.5708	4.1018	31.2657
Si	1.3673	6.8362	31.2657
Si	6.8362	6.8362	31.2657
Si	4.1018	9.5708	31.2657
Si	9.5708	9.5708	31.2657
Si	2.7345	0	0.6835
Si	8.2035	0	0.6835
Si	0	2.7345	0.6835
Si	5.469	2.7345	0.6835
Si	2.7345	5.469	0.6835
Si	8.2035	5.469	0.6835
Si	0	8.2035	0.6835
Si	5.469	8.2035	0.6835
Si	4.0874	1.3907	2.0764
Si	9.5823	1.3607	2.0432
Si	1.3608	4.1067	2.0447
Si	6.8183	4.1367	2.0503
Si	4.0854	6.8518	2.0443
Si	9.5547	6.8511	2.0384
Si	1.3545	9.6086	2.0514
Si	6.7789	9.6395	2.0362
Si	0.0196	0.0424	3.4626
Si	5.4495	0.0554	3.4846
Si	2.7026	2.7594	3.4437
Si	8.224	2.766	3.3495
Si	-0.0126	5.4762	3.3977
Si	5.4497	5.5207	3.4327
Si	2.7343	8.2572	3.3904
Si	8.1669	8.2753	3.3237
Si	1.349	1.438	4.8898
Si	6.9005	1.4711	4.7696
Si	4.048	4.1668	4.7906
Si	9.5644	4.0967	4.755
Si	1.3385	6.8962	4.7045
Si	6.7979	7.0078	4.7236
Si	4.0449	9.6061	4.8337
Si	9.5161	9.5882	4.7159
Si	2.6877	0.0155	6.2402
Si	8.3246	0.1223	6.1266
Si	-0.0006	2.8642	6.2786
Si	5.4904	2.8316	6.1194
Si	2.7407	5.657	6.1388
Si	8.1696	5.5726	5.9388
As	-0.0284	8.2583	6.135
Si	5.5051	8.3593	6.2266
Si	4.3874	1.1766	7.3765
Si	9.796	1.2836	7.6343
Si	1.1884	4.5451	7.4915
Si	6.5619	4.5939	7.3051
Si	4.2786	6.8312	7.549
Si	9.6829	6.5869	7.4043
As	1.2701	9.9293	8.1073
Si	6.7354	9.9985	7.4639
O	9.5997	1.239	23.9983
O	4.1207	6.8023	23.9599
O	4.0294	1.2387	24.0436
O	9.554	6.7001	23.9097
O	-0.0215	5.6154	7.9471
O	5.5689	0.1476	7.9403
O	0.0965	0.4513	8.355
O	5.442	5.6814	7.8797
O	7.5397	4.1973	8.5587
O	8.8195	7.1691	8.6835
O	2.6587	9.9635	9.4288
O	8.7462	1.8295	8.816
O	7.6116	9.5131	8.784
O	3.631	1.9097	8.6259
O	3.5438	7.4421	8.9184
O	2.0526	4.065	8.825
O	8.1597	3.4944	23.3893
O	0.4692	4.934	22.9642
O	1.9241	2.7474	23.2662
O	5.8474	4.9083	23.1301
O	5.5445	9.9869	23.5224
O	2.4736	8.7031	23.0509
O	0.209	10.0665	23.1044
O	7.8072	8.5687	23.0922
Si	8.711	7.6891	18.4827
Si	8.8843	6.378	13.662
Si	3.8671	1.5451	14.7541
Si	2.1991	5.7436	17.6655
Si	2.455	3.1359	19.5174
Si	9.9265	9.0463	12.0871
Si	1.359	9.4238	22.104
Si	9.2728	0.9771	13.2319
Si	1.4691	5.0731	13.0525
Si	1.9048	8.2684	12.85
Si	6.6744	9.552	22.4498
Si	4.5928	4.6003	15.7538
Si	8.1715	3.1403	9.6038
Si	0.8921	8.2364	19.2964
Si	6.9875	1.3462	21.1193
Si	8.3311	8.3653	9.6923
Si	10.9501	5.2193	15.6407
Si	7.6448	9.5217	16.3793
Si	9.9663	2.0535	20.3194
Si	3.4329	8.6754	10.0493
Si	6.7509	3.3343	17.4463
Si	1.203	0.2051	19.8258
Si	3.2571	2.8273	12.3328
Si	7.2634	5.3839	19.7139
Si	5.9709	8.6482	11.642
Si	5.884	6.0781	13.2798
Si	4.6978	9.7063	17.6624
Si	1.0467	3.5973	22.1936
Si	4.9392	1.4798	18.8326
Si	3.1873	3.1496	9.5555
Si	6.5606	10.8487	13.8429
Si	10.4269	0.1343	16.0166
Si	5.6608	3.7025	11.1958
Si	9.9066	3.9091	11.9257
Si	2.4155	9.9317	15.5927
Si	6.1235	8.1091	19.832
Si	6.9607	3.973	22.3982
Si	9.8091	2.7926	17.396
O	7.3032	6.3692	14.039
O	1.9382	7.05	18.7192
O	10.3253	4.0641	16.5618
O	6.2358	9.9766	17.1109
O	10.2406	0.7109	14.5078
O	8.4897	6.1045	18.884
O	5.2529	0.7061	14.4406
O	5.765	2.0474	17.5545
O	8.3829	1.9337	20.5739
O	2.0357	4.2903	18.4277
O	6.9552	2.851	10.6651
O	4.8904	2.7194	12.2407
O	6.0945	4.3878	16.3894
O	4.5448	4	10.0006
O	10.7196	2.7618	21.5835
O	9.81	6.2033	15.0058
O	6.0505	6.4734	19.8666
O	4.1265	0.1637	18.3186
O	9.3584	10.5608	12.3154
O	2.9029	4.3695	12.7678
O	1.9398	10.7069	21.2395
O	4.0344	2.7175	19.4145
O	0.8063	10.0615	16.0178
O	1.3209	9.7945	18.8674
O	1.7533	1.6575	19.2958
O	9.0213	10.4074	16.5585
O	4.9306	8.5699	18.8159
O	9.6942	8.8052	10.4805
O	6.7987	4.0673	18.8975
O	2.8901	1.7186	13.4411
O	5.8551	8.7661	21.2888
O	2.5394	2.5026	10.9111
O	7.6589	4.8496	21.2057
O	5.3709	7.5108	12.6637
O	0.5551	9.0768	12.4635
O	7.6883	1.0879	13.6358
O	7.1958	9.664	14.81
O	9.0604	5.0386	12.74
O	8.1545	8.0508	16.959
O	6.2464	2.5726	21.9215
O	2.5192	9.0713	14.1688
O	0.4871	4.5101	11.8714
O	0.8549	8.3111	20.9667
O	9.409	3.8495	10.3799
O	9.7501	2.3931	12.5524
O	7.6742	8.5461	19.4437
O	2.783	8.1964	11.4798
O	4.0456	3.0636	15.401
O	0.8681	4.4981	14.4569
O	10.0933	3.0086	18.9913
O	9.2611	7.8139	12.9573
O	10.5483	0.534	20.0886
O	6.0747	5.0605	11.9979
O	8.2087	2.7322	17.048
O	3.6032	5.4733	16.7797
O	4.9614	9.0683	10.4415
O	1.5882	6.6924	13.1982
O	4.8381	5.5084	14.406
O	2.076	3.8493	20.9437
O	10.6248	1.4392	16.9802
O	1.0237	6.072	16.5815
O	7.3665	10.949	21.9686
O	5.9693	0.9026	19.9479
O	6.2531	10.0397	12.4562
O	2.9395	0.5473	15.6388
O	7.2669	7.9694	10.8765
O	10.2973	7.9973	18.727
O	3.5143	9.1949	16.6176

Results
free energy: -145965.601 eV
free energy less fixed offsets of As -4857.07, O -569.03, Si -635.61 eV per atom: -0.181 eV

Forces (eV/angstrom), in the order of the atoms: element, x, y, z
Si	-0.0005	0.0078	-0.034
Si	-0.0229	-0.0133	-0.0201
Si	0.0078	-0.0069	-0.0324
Si	0.0181	0.0131	-0.0175
Si	-0.0164	-0.0199	-0.0297
Si	0.0017	0.0008	-0.0331
Si	0.0236	0.0129	-0.0291
Si	0.0047	0.0001	-0.0425
Si	-0.0186	-0.0055	-0.0061
Si	0.0083	-0.0103	0.0032
Si	0.0111	-0.0006	-0.0078
Si	0.0168	0.0219	-0.0047
Si	0.0099	-0.0075	0.0213
Si	0.008	0.0219	0.0252
Si	-0.0325	-0.0017	-0.0221
Si	0.0196	0.0073	0.0065
Si	-0.0083	0.013	0.0071
Si	-0.0066	-0.0057	-0.0041
Si	-0.0055	0.0069	-0.0001
Si	0.0095	0.0021	-0.0022
Si	0.0003	-0.0102	0.0004
Si	-0.0009	0.0176	-0.0155
Si	0.016	-0.0039	0.0018
Si	0.0082	-0.0133	-0.0114
Si	-0.0007	0.0115	-0.0216
Si	-0.006	-0.0059	-0.0123
Si	-0.0037	-0.0014	-0.0247
Si	-0.0074	-0.0048	-0.0164
Si	-0.0105	-0.0028	-0.0074
Si	-0.0003	0.0082	0.0029
Si	-0.0098	-0.0069	-0.0242
Si	-0.0068	0.0025	-0.0186
Si	-0.0101	0.0088	-0.006
Si	-0.0034	0.0071	0.0007
Si	0.0179	-0.0094	0.0013
Si	0.0111	-0.0135	0.0047
Si	-0.0037	0.009	-0.0003
Si	-0.0025	0.001	0.0048
Si	0.0187	-0.0207	-0.0046
Si	0.0169	-0.0099	-0.0012
Si	0.0372	-0.0104	-0.0369
Si	0.0652	-0.0297	0.0189
Si	0.1051	-0.072	0.1124
Si	-0.0666	-0.1137	-0.0378
Si	0.0236	-0.1857	0.0717
Si	0.0488	-0.0553	-0.078
Si	-0.0324	-0.1081	-0.0003
Si	-0.1471	-0.1448	0.1717
Si	0.0162	0.1258	0.0384
Si	-0.1014	0.0584	-0.0863
Si	0.0429	-0.0154	-0.0864
Si	-0.0658	0.1127	0.1252
Si	-0.0853	-0.0291	-0.0331
Si	-0.1059	0.0449	-0.11
Si	0.0251	0.1499	0.0295
Si	-0.0881	0.1547	-0.0472
Si	0.0013	-0.0004	-0.0127
Si	0.0125	-0.0102	-0.0078
Si	-0.0246	0.012	-0.0027
Si	-0.0202	0.0127	-0.006
Si	-0.0038	-0.0048	-0.0098
Si	0.0128	-0.0144	0.0039
Si	-0.0094	0.0103	-0.0204
Si	-0.0005	0.0046	-0.0108
Si	0.017	0.0215	0.0079
Si	0.0143	-0.0041	-0.0025
Si	0.0005	-0.0003	0.0018
Si	0.0086	0.0041	0.0169
Si	0.0203	-0.0194	-0.0109
Si	0.0134	0.0104	0.0185
Si	0.0182	0.0128	0.022
Si	-0.0123	0.0099	0.0009
Si	0.0107	0.0072	0.0092
Si	0.0105	0.0045	0.0099
Si	0.0129	0.0026	0.0151
Si	0.0177	-0.007	0.0184
Si	0.0071	-0.0483	0.023
Si	-0.0245	0.0154	0.0074
Si	-0.0011	-0.0113	0.0143
Si	-0.0315	-0.0096	0.013
Si	-0.0575	-0.0571	-0.0159
Si	-0.0195	0.0043	0.01
Si	-0.0243	-0.0109	-0.009
Si	0.0048	0.0297	0.026
Si	-0.0189	0.0008	0.005
Si	0.0099	0.0004	0.027
As	0.0973	0.1077	0.0129
Si	0.0074	-0.0173	-0.0141
Si	0.0258	0.0212	0.0203
Si	0.0061	0.0026	0.0379
Si	-0.0037	0.0232	0.0069
Si	0.0102	0.0136	-0.0194
Si	0.0002	-0.0153	0.0314
Si	-0.0029	-0.0184	-0.0026
As	-0.0471	-0.0593	0.0111
Si	-0.0094	0.0082	0.0389
O	0.0007	-0.0097	-0.0274
O	-0.0095	0.0087	-0.0224
O	-0.005	0.0016	-0.0259
O	0.0061	0.0023	-0.0183
O	0.0133	-0.0254	0.0484
O	0.0275	-0.0075	0.0327
O	-0.0156	0.0246	-0.0174
O	-0.0023	0.0012	0.0342
O	-0.0125	-0.0117	0.0116
O	0.0047	0.0104	0.0073
O	0.0296	-0.0077	-0.0074
O	0.0227	0.0148	-0.0089
O	-0.0298	-0.0105	-0.0072
O	0.0157	0.0077	0.0071
O	0.0134	0.0095	-0.013
O	-0.0118	-0.0113	-0.0052
O	-0.0279	-0.0285	-0.02
O	-0.0139	-0.0039	0.0188
O	0.0105	0.0171	-0.0038
O	0.0084	0.0042	0.0063
O	0.0332	0.0295	-0.0134
O	-0.0108	-0.0181	0.0126
O	0.0167	0.0157	0.0092
O	-0.0035	-0.0101	0.0139
Si	0.0024	-0.0006	-0.0056
Si	-0.0036	0.0043	0.0135
Si	-0.0005	-0.0021	0.001
Si	0.0059	0.0033	-0.0094
Si	0.008	0.0082	0.0021
Si	0.01	-0.0014	-0.0116
Si	-0.0012	0.0062	-0.0036
Si	0.0049	-0.0006	0.0017
Si	0.0025	0.0026	0.0012
Si	0.005	0.0047	0.0031
Si	-0.0094	0.0163	0.0049
Si	0.0032	0.0055	-0.0022
Si	-0.0043	0.009	-0.0045
Si	-0.0016	-0.0018	-0.0015
Si	-0.0006	0.0011	0.0058
Si	0.0092	-0.0095	0.005
Si	0.0022	0.0051	0.0008
Si	0.0023	-0.0036	-0.0051
Si	-0.0024	0.0018	-0.0014
Si	-0.0023	-0.0044	-0.0001
Si	0.0019	-0.0009	-0.0047
Si	-0.0023	-0.0031	0.0039
Si	-0.0018	-0.0045	0.0014
Si	0.0052	-0.0011	0.0023
Si	0.0019	0.0056	-0.0014
Si	0.0007	0.0055	0.0027
Si	-0.0061	0.0001	0.0036
Si	0.0084	-0.0058	0.0031
Si	0.0038	0.0006	-0.0009
Si	0.0081	-0.0028	0.007
Si	0.0006	-0.0011	-0.0047
Si	0.0081	0.0098	-0.0049
Si	0.0032	-0.0001	0.0027
Si	0.0055	0.0031	-0.0062
Si	0.0063	-0.0022	-0.0077
Si	-0.0061	0.0012	0.0035
Si	0.0025	-0.0097	0.0041
Si	0.0032	0.0003	-0.0003
O	-0.0051	-0.0012	-0.017
O	-0.0113	0.0067	0.0073
O	0.0124	0.0015	0.0016
O	0.0033	-0.0049	0.0067
O	-0.0173	-0.0035	0.005
O	-0.0239	0.0195	0.012
O	-0.0023	-0.0022	-0.0022
O	0.0037	0.009	0.03
O	-0.0001	-0.0037	0.0064
O	-0.0014	0.0032	0.0135
O	0.0032	0.0181	0.0004
O	-0.0112	0.0304	-0.0233
O	-0.017	-0.0157	0.0087
O	-0.0132	-0.0305	0.0157
O	0.011	0.0018	-0.0151
O	0.0051	-0.0194	-0.0173
O	0.0357	0.0092	-0.0038
O	0.0248	-0.0197	-0.0032
O	0.0102	0.009	0.0186
O	-0.0108	-0.0209	-0.0019
O	-0.0303	-0.0181	-0.01
O	0.0073	-0.0046	-0.007
O	-0.0073	0.0024	-0.0033
O	0.001	-0.0044	0.0278
O	-0.0028	0.0049	0.0004
O	0.0033	0.0037	-0.0144
O	0.009	0.0153	0.0043
O	-0.0156	-0.0052	0.0227
O	0.0065	0.0037	-0.0151
O	0.0146	0.0213	-0.0061
O	0.0235	-0.0033	-0.0107
O	0.0368	0.026	0.0083
O	-0.0198	0.0025	0.0005
O	0.0301	-0.0032	-0.006
O	-0.0035	-0.0197	0.0044
O	0.0117	-0.0232	0.0044
O	0.0098	0.0264	-0.0011
O	0.0253	-0.004	0.0007
O	-0.0011	0.007	0.0173
O	0.0236	0.0078	-0.0107
O	-0.0125	-0.0014	0.0061
O	-0.0006	0.0029	0.0184
O	0.0159	0.0238	-0.0094
O	-0.0187	-0.0178	0.0135
O	-0.0183	0.0034	-0.0011
O	-0.0012	-0.0285	-0.0047
O	-0.0095	0.0088	-0.0078
O	0.0012	0.0049	-0.0152
O	-0.003	0.0279	-0.0021
O	-0.0011	-0.0122	-0.0079
O	0.0013	-0.0049	-0.0099
O	0.0133	0.0181	0.0056
O	-0.0063	-0.0055	0.0096
O	0.0029	0.0113	0.0211
O	0.0023	-0.0063	-0.0107
O	0.0138	-0.012	0.0073
O	0.0048	-0.0018	-0.0036
O	0.0188	-0.0034	-0.0002
O	-0.0107	-0.0154	-0.0048
O	-0.0097	0.0077	-0.0033
O	0.0032	-0.0222	-0.0119
O	-0.0092	-0.0091	-0.01
O	0.0053	0.0209	-0.0027
O	0.0029	-0.0063	0.012
O	0.0092	0.0022	-0.0004
O	-0.0039	0.0171	-0.0095
O	0.0107	0.0017	0.0119
O	0.0064	0.0163	0.0035

The program warned: the cutoff lies below the one the program advises for these potential files; the exchange-correlation potential is rough where the density is thin.
